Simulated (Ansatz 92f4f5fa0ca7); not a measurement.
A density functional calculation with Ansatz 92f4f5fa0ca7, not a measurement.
Periodic cell of 203 atoms, Si117O86, from a study of silicon, its oxide and their interface. The atomic structure is a simulated model.

Settings
functional: r2SCAN
potential files: Ansatz norm-conserving
basis: plane waves
wave-function cutoff: 1300 eV
density cutoff ratio: 4
exchange-correlation grid ratio: 1
k mesh: 2 x 2 x 1, shifted by 0.5 0.5 0.5 of a step
self-consistency stop: 5e-08 eV per atom in the density residual
occupations: Fermi-Dirac, 0.05 eV
spin: none
net charge: 0

Cell vectors (angstrom)
a	11.5315	0.248	0.0405
b	0.0231	11.6773	0.0588
c	4.1444	3.0438	26.0589

Atoms: element, x, y, z (angstrom)
Si	0.5366	8.3897	-2.2932
Si	-1.6506	11.7872	-0.4386
Si	7.9124	3.2955	-3.5676
Si	3.2299	9.6414	-1.7276
Si	3.5919	12.6463	-0.5036
Si	1.7458	4.9397	1.3485
Si	8.0858	10.6071	2.658
Si	7.5861	7.697	-1.6771
Si	8.9317	5.0021	-1.2656
Si	0.9446	8.859	1.4548
Si	0.8826	12.8287	1.1706
Si	0.5868	5.4509	-1.474
Si	4.2683	6.9701	2.517
Si	4.9503	12.5732	1.2966
Si	4.3273	4.8648	1.5866
Si	8.3764	8.8857	1.0297
Si	10.5667	9.7127	0.2801
Si	7.5698	4.7917	1.4091
Si	0.4867	10.824	2.6032
Si	0.5934	14.7268	2.5323
Si	0.7288	6.7296	2.5715
Si	4.2902	10.6484	2.539
Si	4.4897	14.4895	2.6954
Si	3.3877	8.917	1.1631
Si	7.5821	12.6771	1.4982
Si	8.0036	14.577	2.7851
Si	8.1535	6.9042	2.4983
Si	-1.4982	10.6141	3.7757
Si	-1.4585	14.5041	3.7954
Si	-1.496	6.6823	3.8828
Si	2.5644	10.7549	4.0127
Si	2.4385	14.448	4.0803
Si	2.4568	6.9713	4.0509
Si	6.1578	10.5846	4.0459
Si	6.1588	14.6127	4.2315
Si	6.249	6.8777	3.9246
Si	-1.4427	8.646	5.1629
Si	-1.5089	12.501	5.2299
Si	-1.6321	4.7404	5.1571
Si	2.44	8.8665	5.2844
Si	2.4397	12.5295	5.4662
Si	2.4179	4.8731	5.2948
Si	6.1528	8.78	5.5084
Si	6.2098	12.4847	5.4716
Si	6.1229	4.9573	5.3895
Si	0.441	8.7914	6.6063
Si	0.4545	12.4767	6.646
Si	0.3834	4.7543	6.4293
Si	4.1653	8.8873	6.8682
Si	4.2133	12.5673	6.8873
Si	4.2421	4.8695	6.6968
Si	8.1593	8.7746	6.6463
Si	8.1664	12.5216	6.7522
Si	8.0178	4.8327	6.8034
Si	0.5024	10.6322	8.0014
Si	0.4015	14.4717	7.7759
Si	0.3929	6.7161	7.7488
Si	4.2746	10.7261	8.4244
Si	4.0252	14.674	8.2419
Si	4.2015	6.8158	8.1167
Si	8.1814	10.6381	8.1269
Si	7.9749	14.3951	8.2831
Si	8.0911	6.7992	8.0282
Si	10.0456	10.6614	9.5512
Si	10.0374	14.57	9.1643
Si	10.099	6.9707	9.2236
Si	2.2129	10.7377	9.7009
Si	1.9237	14.3497	9.3417
Si	2.0478	6.7166	9.2484
Si	6.3118	10.859	9.65
Si	5.1219	3.1613	10.153
Si	6.1752	6.9537	9.3953
Si	10.7983	8.7042	10.7416
Si	10.5302	12.7591	10.6762
Si	10.2728	4.7564	10.352
Si	1.9089	8.5139	10.8269
Si	1.4476	12.6649	11.0357
Si	1.1981	4.8624	10.3295
Si	6.0973	8.7423	10.903
Si	6.8217	13.1641	10.153
Si	6.2294	5.0919	10.8627
Si	4.9189	9.8625	14.3725
Si	8.0954	13.8315	12.1813
Si	8.3328	4.6154	11.7262
Si	3.937	8.19	12.0009
Si	3.106	15.6817	12.3745
Si	1.8502	2.1903	13.2784
Si	5.7446	4.9319	15.1564
Si	7.6105	9.9174	20.5449
Si	8.7352	7.6748	12.7154
Si	4.9973	11.6914	16.5504
Si	2.5518	3.9401	17.878
Si	4.6335	5.9495	12.5076
Si	0.3822	5.491	17.1291
Si	1.2671	8.3681	20.4726
Si	7.7304	9.2036	15.0458
Si	9.9125	6.0817	18.0002
Si	6.9212	0.136	14.1812
Si	2.312	10.905	21.9465
Si	3.9609	14.4277	20.2161
Si	11.9073	1.4129	20.9023
Si	1.8383	3.342	22.381
Si	4.598	6.3042	17.6172
Si	2.2657	7.8677	17.5536
Si	8.5227	4.0839	16.0349
Si	11.1558	1.4736	18.0667
Si	5.7723	11.9915	19.442
Si	6.5239	7.2794	22.2324
Si	8.9715	5.6579	23.011
Si	8.295	1.9968	18.4356
Si	3.6522	14.055	15.6223
Si	8.7917	16.1482	20.2519
Si	-0.2339	3.0552	15.3884
Si	9.0157	9.0898	17.9195
Si	9.4893	11.4876	22.5149
Si	5.9111	5.455	20.0637
Si	0.3557	9.9222	18.0227
O	10.2887	10.7453	23.701
O	-0.5323	9.1049	-1.2849
O	-0.4305	12.8363	-0.0218
O	3.2904	11.1904	-1.2691
O	8.7553	3.8761	-2.3461
O	3.7269	8.7691	-0.5487
O	2.2428	13.0818	0.1306
O	-1.0264	5.3082	-1.5292
O	1.1737	4.7177	-0.1354
O	7.5524	8.7101	-0.3558
O	8.4203	12.6453	0.2122
O	6.0275	4.8081	0.8181
O	10.045	8.3271	12.1743
O	8.6873	5.9719	12.7142
O	9.6139	13.0424	12.0408
O	7.501	13.1628	13.5363
O	8.0717	9.1802	16.601
O	1.6446	4.8666	11.8311
O	6.5349	12.0244	15.8559
O	3.8	2.9744	11.3315
O	7.4305	8.4023	11.9438
O	8.0945	2.9036	17.1675
O	4.7632	3.5406	15.1496
O	8.2528	9.8067	19.1754
O	6.9144	8.433	21.0443
O	-1.7826	11.9038	-1.9996
O	8.6794	1.9765	-4.0884
O	2.2651	9.2766	21.3767
O	2.9401	14.4828	19.0232
O	8.0289	6.2416	-1.301
O	1.3257	11.0502	23.3224
O	10.6425	0.6325	21.3567
O	11.7562	2.1279	19.5286
O	7.0826	12.7663	18.8045
O	5.4418	5.8205	13.956
O	12.0984	7.5245	21.2119
O	3.8511	7.7545	17.1761
O	9.2811	7.6039	18.3178
O	2.4671	3.2383	16.4228
O	0.3143	4.6899	15.7269
O	6.1791	10.9146	20.5792
O	9.6307	3.4574	15.0784
O	8.7013	14.4863	19.9041
O	3.5758	5.1081	17.8396
O	3.879	9.1017	13.4802
O	11.3556	2.4287	16.8407
O	4.2749	13.0049	16.655
O	8.1972	10.7218	14.3446
O	8.5244	5.02	24.4267
O	1.8817	9.307	-2.4785
O	5.212	11.1408	18.1739
O	4.7724	13.0137	20.1303
O	5.6736	5.7642	16.4757
O	11.8756	9.6701	19.6372
O	1.039	4.4705	18.1666
O	7.8982	6.8771	22.7298
O	8.6183	8.0348	14.3522
O	2.1727	7.6878	19.2964
O	8.8805	5.3809	16.9464
O	6.1931	8.982	14.9039
O	8.8106	16.2088	21.9074
O	5.0423	3.8553	19.9853
O	1.3976	6.8426	16.7565
O	0.9684	7.0909	-1.5714
O	10.4591	9.758	17.4352
O	5.6464	-0.5806	13.4704
O	1.7044	9.3015	17.2877
O	5.7851	6.0219	21.5737
O	9.594	1.1172	18.189
O	0.4561	2.4861	14.1088
O	4.4653	9.6479	-3.0186
O	8.5787	10.3569	21.7062
O	10.0547	17.0191	19.4599
O	7.3272	4.3579	15.079
O	3.8822	11.1635	22.4108
O	8.7039	4.3922	0.2539
O	6.3336	3.069	-3.0338
O	3.1014	13.3213	14.3425
O	3.2013	2.948	21.5706
O	1.7259	0.2627	20.7346
O	5.4709	7.8526	23.2331
O	7.3961	5.1438	19.6591
O	5.3622	6.4835	18.9828
O	12.1944	2.5497	22.0639
O	4.3177	10.5038	15.7253
O	0.5228	11.5286	17.9012

Results
free energy: -53678.702 eV
free energy less fixed offsets of O -463.61, Si -117.95 eV per atom: -8.092 eV
pressure: -1.87 GPa
stress xx, yy, zz, yz, xz, xy (GPa, positive in tension): 2.12, 2.79, 0.7, -0.37, -1.95, 1.67

Forces (eV/angstrom), in the order of the atoms: element, x, y, z
Si	-0.966	2.4005	-0.1311
Si	0.4296	0.8463	1.9486
Si	-1.4124	1.2156	-1.6734
Si	2.7904	3.1357	-3.989
Si	2.5579	-1.5536	-2.8154
Si	-0.3329	-0.6467	0.8616
Si	-1.3283	0.746	-0.8012
Si	0.6683	2.6288	-0.2233
Si	4.0508	-1.1422	2.3044
Si	0.1215	-0.3782	0.5314
Si	-1.4879	0.2888	-2.6587
Si	0.5578	0.4483	-1.6064
Si	0.1139	0.5254	0.439
Si	1.6294	0.2347	1.2137
Si	1.53	-0.1672	-0.5247
Si	1.1105	-0.5563	1.3724
Si	-0.4051	0.4139	-0.7272
Si	0.3507	-0.262	-0.1855
Si	1.9639	0.2531	0.3348
Si	1.0714	-0.1832	0.4529
Si	-1.0225	0.7281	0.0995
Si	0.8154	0.5383	-0.5199
Si	-1.3646	-0.5522	0.353
Si	0.3769	-1.1154	-1.1413
Si	-2.8311	-0.7843	3.0882
Si	-0.4709	0.3044	0.1984
Si	-0.2059	0.0734	-0.5589
Si	0.1454	-0.0342	0.9597
Si	0.0612	-0.1632	0.5513
Si	0.7463	-0.15	-1.0176
Si	-1.7133	0.5848	-0.4842
Si	0.2762	0.6934	-0.5062
Si	0.4975	-1.6494	-0.0449
Si	0.1461	-0.2344	-0.2229
Si	0.9227	-0.7759	0.7394
Si	-0.498	0.9866	0.4687
Si	-0.0489	0.5792	0.283
Si	0.4788	0.0607	-0.0796
Si	0.2783	-0.6887	0.7181
Si	-0.4979	0.1004	1.2194
Si	-0.1854	0.4538	-0.4721
Si	-0.2019	-0.148	-0.846
Si	-0.3726	-0.4689	-0.588
Si	-0.8528	0.8241	-0.0394
Si	0.502	-0.3165	-0.4519
Si	0.2672	-0.7705	-0.7903
Si	-0.725	0.215	-1.0496
Si	-0.0638	0.2046	0.0169
Si	0.6486	-0.646	0.3789
Si	1.3316	0.5717	1.0062
Si	-0.5104	0.3417	1.1804
Si	0.2373	-0.2073	0.3566
Si	0.0302	0.8764	0.0414
Si	-0.0027	-0.5447	-0.325
Si	-0.7468	-0.1619	1.5287
Si	-1.4847	-0.1514	-0.894
Si	-0.771	0.3703	-0.9788
Si	-0.4301	0.3466	-0.3129
Si	-0.3002	-0.7195	-1.1448
Si	-0.5768	-0.1255	-0.3487
Si	-0.299	-0.6059	0.2537
Si	-0.4255	-0.5846	-0.9054
Si	0.078	1.2029	-0.0484
Si	1.4103	0.6165	0.0282
Si	0.9639	-0.6705	-0.2078
Si	0.041	-1.0305	0.5128
Si	0.0764	-0.8534	0.2007
Si	0.8022	1.2675	1.3407
Si	1.5498	0.6967	0.4089
Si	0.134	-0.391	-0.433
Si	-0.4165	-0.7412	1.1042
Si	-0.0245	-0.4086	-0.2858
Si	0.0161	-0.3266	0.1718
Si	-0.0513	0.1519	0.1297
Si	0.2195	1.4032	-0.2541
Si	-0.9356	0.6505	-1.3069
Si	-0.5104	0.1466	-0.2063
Si	-1.1764	-1.7072	-1.8891
Si	1.3001	0.087	0.7551
Si	-0.1493	1.0602	0.7136
Si	-0.6084	0.7454	-0.3146
Si	1.8423	0.8729	0.6157
Si	1.6499	-0.8802	-0.7073
Si	1.1276	1.1378	1.1695
Si	0.3935	0.8845	1.5824
Si	-2.2379	1.9744	1.4234
Si	0.9536	0.3929	-0.7081
Si	1.6686	-4.9964	1.3723
Si	-6.3713	-1.6298	3.8446
Si	-3.1365	-1.8471	2.2826
Si	5.355	-4.4345	2.8401
Si	-1.6802	-2.1553	0.3739
Si	0.3145	-1.565	0.1856
Si	2.055	2.0218	-2.0072
Si	3.9739	5.1088	-5.0435
Si	3.3231	1.6079	-0.4694
Si	-2.4715	2.504	-0.4586
Si	1.7135	-0.4427	2.0152
Si	-0.1839	-1.7793	0.3821
Si	1.6979	-1.2031	1.1707
Si	1.0773	0.7286	2.0193
Si	1.5838	-1.8676	1.2617
Si	0.4366	1.3659	-2.04
Si	1.6171	0.0578	4.0641
Si	-0.4415	-1.5145	2.7235
Si	1.0631	-1.3133	2.6604
Si	1.0081	-0.5129	-0.4796
Si	-1.5128	3.5098	-3.9882
Si	-2.3131	-0.5871	-0.1382
Si	0.3067	0.7871	1.817
Si	0.7974	3.8788	1.78
Si	0.5239	-1.9454	0.0997
Si	-2.2737	3.0873	2.8138
Si	0.1185	1.7521	-1.5994
Si	1.3789	1.0953	-3.1582
Si	-2.5499	-3.3986	1.0621
Si	0.563	0.4358	0.8125
O	-0.2359	-0.2603	-0.3021
O	0.1391	-0.038	-1.1695
O	1.1138	-0.57	1.677
O	-0.0589	1.2443	0.6731
O	-0.5098	-0.4884	-0.6106
O	0.3307	-1.4985	3.6538
O	-3.5766	0.6353	1.9476
O	-0.4963	-0.4729	0.4347
O	-0.6251	0.8864	-2.3473
O	-0.6199	-0.8043	-1.2749
O	3.0385	-0.5355	-3.7692
O	-1.7192	0.375	0.4863
O	1.7396	0.7363	-0.9428
O	-0.3958	1.2873	-0.5862
O	-0.768	0.7218	-0.194
O	-0.9319	-0.1644	0.1888
O	0.3317	0.1583	1.2299
O	2.3433	-0.6561	2.5114
O	-1.8654	-0.2538	-0.8565
O	2.233	-0.3191	-1.9323
O	-0.4134	-0.3644	-0.2961
O	-0.0401	2.0722	-1.7949
O	0.0074	0.3565	0.0994
O	2.0902	-0.2345	-3.7341
O	0.327	0.4188	0.3514
O	-1.2604	0.1104	-3.457
O	-0.6916	1.4271	0.2775
O	-0.2929	2.5087	1.4552
O	-1.1304	0.6237	-1.3943
O	-1.9092	0.8494	0.0418
O	0.9109	-0.0911	-1.6024
O	-3.5903	-3.1662	2.3167
O	-1.5196	0.3011	-4.0549
O	-1.4182	-0.7201	0.6448
O	-1.0683	2.0618	-2.8839
O	-3.7358	-6.5051	5.7826
O	0.459	-2.3477	0.421
O	0.9652	-2.9904	0.2148
O	1.372	-1.4836	-1.4585
O	-1.3829	-2.7538	-1.2381
O	2.8718	-0.9131	-0.5142
O	3.3964	-0.2325	0.1426
O	0.1573	2.8658	-0.5031
O	0.3224	1.0203	-0.1216
O	-0.6042	-1.3194	-1.5457
O	0.5487	1.6795	-2.5479
O	-2.5275	3.7682	-0.0824
O	-1.6854	-1.3802	0.4085
O	-0.9525	-0.6802	0.7583
O	-1.5042	-0.671	-0.0379
O	-0.6689	1.035	-2.6072
O	-0.9932	0.6247	0.2179
O	-1.3298	1.5104	2.3586
O	-0.4062	-0.0489	-0.1953
O	1.3872	0.0456	0.8021
O	4.6602	-1.8853	2.2051
O	-0.2165	-0.0712	-1.7682
O	0.3992	-0.5648	-2.6942
O	0.4433	-0.1605	-0.1569
O	-2.4284	-0.5524	-0.8692
O	0.4677	0.4613	-1.5185
O	2.7807	4.738	0.0137
O	-2.1981	-3.2459	-0.0822
O	0.6537	-4.4313	1.6043
O	-0.7848	-0.3402	0.4899
O	-0.6618	-0.1365	-0.2205
O	-1.8529	2.2377	-0.154
O	-0.4196	-1.0174	-1.3573
O	1.2517	-1.0557	-0.1589
O	1.334	-1.0356	-1.0859
O	-2.2608	-0.3236	2.3957
O	2.3037	1.6912	1.5762
O	-2.1831	-2.3097	2.6652
O	-3.3689	1.0765	-1.1262
O	-1.6951	-0.0765	-1.0247
O	-0.1253	0.5935	-1.1483
O	3.1779	0.9413	-0.7744
O	-1.5169	-0.9389	-0.8032
O	-0.8886	0.1377	0.5851
O	0.9754	-1.3671	1.446
O	-1.7255	1.1531	3.1096
O	1.5092	-0.2036	-0.1682
O	0.1219	0.4665	0.5906
O	0.2922	-0.0509	0.1361
O	-0.921	0.0372	-0.4841
O	-0.5373	0.3409	-0.1024
